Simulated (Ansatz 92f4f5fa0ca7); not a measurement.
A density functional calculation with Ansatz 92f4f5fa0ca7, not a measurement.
Periodic cell of 214 atoms, Si126O80As8, from a study of silicon, its oxide and their interface. The atomic structure is a simulated model.
Doubt: the cutoff is far below the 930 eV that the study's wrapper takes by default for these files, so forces and energies are approximate.

Settings: functional PBE; potential files Ansatz PAW; basis plane waves; wave-function cutoff 580 eV; density cutoff ratio 5; exchange-correlation grid ratio 1; k mesh 1 x 1 x 1, Gamma-centred; self-consistency stop 5e-08 eV per atom in the density residual; occupations fixed; spin none; net charge 0.

Cell vectors (angstrom)
a  10.938  0  0
b  0  10.938  0
c  0  0  31.8254

Atoms and the computed forces on them: element, x, y, z (angstrom), force x, y, z (eV/angstrom)
As  0.4563  -0.4552  24.2089  -0.1204  0.1168  -0.1928
Si  5.8628  -0.398  24.5401  -0.3405  0.2699  0.0375
Si  2.2259  3.3702  24.3053  0.4562  -0.3899  -0.1672
As  7.713  3.2042  24.2858  0.1686  -0.0961  -0.2376
Si  0.3623  5.0856  24.4272  -0.3219  0.3  0.1043
As  5.9021  5.032  24.2521  -0.1366  0.0564  -0.1805
As  2.268  8.6491  24.2613  0.1292  -0.039  -0.2638
Si  7.6022  8.8179  24.3796  0.3743  -0.3329  -0.3264
Si  1.4004  1.3997  25.5497  -0.2183  0.0531  0.1901
Si  6.7983  1.4357  25.7258  0.1578  -0.0022  0.1956
Si  4.0806  4.1354  25.6581  -0.0217  0.1977  0.1766
Si  9.5268  4.1142  25.7014  -0.0134  -0.1827  0.1449
Si  1.3211  6.8869  25.6805  0.1545  -0.0396  0.1887
Si  6.8408  6.8546  25.609  -0.142  0.0328  0.2012
Si  4.0259  9.5853  25.7093  0.0324  -0.1317  0.2205
Si  9.5561  9.5865  25.601  0.0106  0.1495  0.2243
Si  2.712  0.0676  27.0306  0.2204  0.1388  0.0056
Si  8.2477  0.0654  27.0215  -0.1065  -0.1505  0.086
Si  -0.0386  2.6762  27.003  0.1636  0.1215  0.0515
Si  5.4045  2.7595  27.0553  -0.1689  -0.2037  0.041
Si  2.7596  5.5494  27.0295  -0.1335  -0.1547  0.1005
Si  8.1997  5.5211  27.033  0.1677  0.1765  0.0402
Si  -0.0629  8.2188  27.0293  -0.1764  -0.1616  0.0482
Si  5.4097  8.1575  27.0214  0.1582  0.1126  0.0539
Si  4.1018  1.3673  28.4072  -0.1297  0.0409  0.3188
Si  9.5708  1.3673  28.4072  0.166  -0.022  0.4679
Si  1.3673  4.1018  28.4072  -0.039  0.0036  -0.5741
Si  6.8362  4.1018  28.4072  -0.0982  0.2081  -0.3069
Si  4.1018  6.8362  28.4072  0.0209  0.0348  0.5991
Si  9.5708  6.8362  28.4072  -0.0592  0.0889  0.2674
Si  1.3673  9.5708  28.4072  -0.202  0.1821  -0.4067
Si  6.8362  9.5708  28.4072  -0.0163  0.0243  -0.5734
Si  0  0  29.7744  -0.0349  0.0041  0.0369
Si  5.469  0  29.7744  -0.0059  -0.0002  -0.0469
Si  2.7345  2.7345  29.7744  0.0394  -0.0355  -0.0016
Si  8.2035  2.7345  29.7744  0.085  -0.0347  -0.0287
Si  0  5.469  29.7744  -0.0176  -0.002  -0.0425
Si  5.469  5.469  29.7744  -0.02  0.0091  0.0421
Si  2.7345  8.2035  29.7744  0.0969  -0.035  -0.0199
Si  8.2035  8.2035  29.7744  0.0375  -0.0444  -0.0111
Si  1.3673  1.3673  31.1417  -0.0323  0.0156  0.0125
Si  6.8362  1.3673  31.1417  -0.0265  -0.017  -0.0232
Si  4.1018  4.1018  31.1417  -0.0279  0.0077  0.0202
Si  9.5708  4.1018  31.1417  -0.0091  0.0182  -0.0174
Si  1.3673  6.8362  31.1417  -0.0109  0.0178  -0.0243
Si  6.8362  6.8362  31.1417  -0.0285  0.0464  0.0152
Si  4.1018  9.5708  31.1417  -0.0082  0.013  -0.0173
Si  9.5708  9.5708  31.1417  -0.0134  0.0356  0.0165
Si  2.7345  0  0.6835  0.0735  -0.0374  0.0009
Si  8.2035  0  0.6835  0.0153  0.0718  -0.0096
Si  0  2.7345  0.6835  -0.0767  -0.0031  -0.0163
Si  5.469  2.7345  0.6835  0.0746  -0.0866  -0.013
Si  2.7345  5.469  0.6835  0.0052  0.0707  -0.0159
Si  8.2035  5.469  0.6835  0.0967  -0.0645  0.004
Si  0  8.2035  0.6835  0.0622  -0.1219  -0.0168
Si  5.469  8.2035  0.6835  -0.0711  0.0151  -0.0127
Si  4.1018  1.3673  2.0507  -0.0217  0.0836  0.0022
Si  9.5708  1.3673  2.0507  0.0272  -0.0484  -0.0243
Si  1.3673  4.1018  2.0507  0.0241  -0.0224  -0.0431
Si  6.8362  4.1018  2.0507  -0.1163  0.0079  -0.0366
Si  4.1018  6.8362  2.0507  0.0122  -0.0271  -0.0111
Si  9.5708  6.8362  2.0507  -0.0095  0.1471  -0.0278
Si  1.3673  9.5708  2.0507  -0.08  0.0721  -0.0286
Si  6.8362  9.5708  2.0507  -0.044  -0.065  -0.0189
Si  0  0  3.418  -0.0497  -0.0486  -0.8987
Si  5.469  0  3.418  0.0447  -0.07  0.6075
Si  2.7345  2.7345  3.418  0.1318  0.161  -0.3213
Si  8.2035  2.7345  3.418  -0.0817  -0.073  0.5778
Si  0  5.469  3.418  0.1641  -0.0613  0.6764
Si  5.469  5.469  3.418  0.0687  -0.1022  -0.3377
Si  2.7345  8.2035  3.418  0.1369  -0.1557  0.518
Si  8.2035  8.2035  3.418  0.0738  -0.2547  -0.6182
Si  1.3688  1.3316  4.6773  0.1914  0.1883  -0.0533
Si  6.8274  1.3593  4.8742  0.168  -0.0249  -0.0686
Si  4.1095  4.1109  4.7636  0.0187  -0.0251  0.0257
Si  9.585  4.0791  4.8556  -0.0305  -0.0347  0.0059
Si  1.4275  6.7999  4.8774  -0.1025  0.1346  -0.0681
Si  6.9239  6.7654  4.719  -0.2924  -0.2272  -0.0132
Si  4.1471  9.5156  4.8557  -0.039  -0.0568  -0.0279
Si  9.5837  9.5599  4.6736  -0.0115  0.0035  -0.009
Si  2.6512  -0.0106  6.0774  0.0703  0.1393  -0.133
Si  8.3062  -0.1023  6.1148  0.0275  -0.0019  -0.2654
Si  0.0667  2.6252  6.1038  0.2126  0.0323  -0.0354
Si  5.4172  2.7624  6.2114  -0.1424  -0.0929  0.0591
Si  2.866  5.4527  6.2839  0.0868  -0.1956  0.1102
Si  8.1744  5.4444  6.2317  0.0246  0.1645  -0.1663
Si  -0.0544  8.2549  6.0654  -0.0276  0.0313  -0.162
Si  5.6296  8.063  6.1336  0.0187  -0.1433  -0.1799
Si  3.5181  1.7945  7.3554  0.1554  -0.3252  -0.0203
As  10.0672  0.8608  7.4913  -0.1712  0.1119  0.2982
Si  1.8846  3.5671  7.3528  -0.4942  0.1407  -0.1212
Si  6.4709  4.3854  7.5947  0.3931  -0.6108  0.0338
Si  4.802  6.2848  7.5505  -0.2104  0.7355  -0.1566
As  9.1784  7.2855  7.4814  0.1252  -0.1883  0.3414
As  0.9082  9.9859  7.4601  0.0754  -0.1522  0.3433
As  7.3816  9.0581  7.4841  -0.1462  0.2177  0.3497
O  4.5656  7.172  8.9516  0.0798  -0.2288  0.0297
O  7.0971  3.4615  8.9072  -0.1331  0.3542  -0.1903
O  1.3385  3.8948  8.8845  0.1745  -0.1007  -0.0515
O  3.5856  1.2091  8.9203  -0.0305  0.1354  -0.0098
O  5.2709  11.1722  23.1226  0.0719  -0.0888  -0.0303
O  7.9122  8.6217  22.75  -0.1436  0.0843  0.0053
O  -0.4039  5.8218  23.1342  0.0716  -0.0245  -0.0017
O  2.9409  3.0735  22.8209  -0.1511  0.1293  0.0078
Si  7.1969  -6.5224  12.3657  -0.0752  0.137  0.1423
Si  11.7547  -15.0294  19.4815  0.1524  0.046  -0.0461
Si  -3.4391  1.1115  19.7272  0.1013  0.0543  -0.0723
Si  4.6371  11.489  15.3921  -0.0673  -0.0532  -0.0168
Si  2.9426  0.3055  12.7841  -0.251  0.0007  0.0678
Si  14.3432  2.9419  21.2687  -0.0921  0.1008  -0.0817
Si  12.7157  -2.3469  11.6085  -0.0471  0.0618  0.2351
Si  7.9026  7.9138  21.2806  -0.044  0.1024  0.0692
Si  7.8167  0.4302  14.6461  0.1165  0.0232  -0.0282
Si  5.139  11.1946  21.5167  0.1004  -0.1112  -0.0732
Si  9.603  3.1979  19.9877  -0.0822  -0.0894  -0.1761
Si  7.5995  -7.6889  15.3468  0.019  0.0332  -0.0323
Si  -1.3477  -2.1955  14.9249  -0.0107  -0.0515  -0.1029
Si  -3.1385  -3.3173  16.9048  -0.0117  0.0182  -0.1063
Si  -3.9699  2.4636  10.2068  -0.1216  0.1592  0.2962
Si  3.2979  16.51  16.7777  -0.0094  -0.0434  -0.0201
Si  9.8577  5.6909  21.6654  -0.0583  -0.0939  -0.0642
Si  3.5723  -5.2612  19.8187  -0.0419  0.0681  -0.0795
Si  2.5707  5.7948  12.5039  -0.0105  0.0498  0.113
Si  0.5337  -4.0991  16.4295  0.052  -0.0213  -0.0449
Si  3.1534  2.6315  17.0016  -0.0588  -0.0008  0.0128
Si  8.8476  0.6192  11.7884  0.1928  -0.1415  0.2032
Si  1.3372  1.6966  19.3109  -0.0727  -0.0672  -0.124
Si  15.2998  8.3434  10.0493  -0.0547  -0.1311  0.1378
Si  9.7396  -2.2436  11.7157  0.0474  0.0001  0.0458
Si  -1.8512  9.5464  18.9229  0.0392  0.1309  -0.0145
Si  -5.882  -3.5579  15.5242  0.0602  0.032  -0.1395
Si  5.3837  6.8848  12.599  -0.0217  -0.1482  0.0925
Si  0.4665  13.1724  12.7032  0.1325  -0.0593  0.1344
Si  0.3256  -6.0801  14.1199  0.0814  -0.0412  -0.109
Si  3.8289  -1.5521  17.3308  -0.1007  -0.0639  -0.0286
Si  4.9054  -2.5159  20.1945  -0.0552  -0.0182  -0.1131
Si  -1.2348  -5.1594  11.5752  -0.0567  -0.006  0.1342
Si  1.0307  -17.5386  10.3882  0.0064  0.0512  0.1388
Si  12.1582  9.6779  18.8832  0.0462  0.0086  -0.0443
Si  4.5433  0.4748  10.0112  -0.2186  0.1499  0.0397
Si  -2.7546  4.7814  17.806  -0.0036  -0.1102  0
Si  5.9731  2.9176  17.7841  0.1193  -0.0077  0.0252
O  0.6391  3.0594  11.3113  -0.0247  -0.0389  -0.0753
O  6.6153  0.3303  20.8327  0.0058  -0.0373  0.0077
O  2.6194  -6.8271  16.5714  0.0178  -0.0261  0.0202
O  13.0467  -8.2962  20.3562  -0.0292  0.0121  0.049
O  7.2804  3.9  13.9016  0.0048  -0.0345  -0.0472
O  15.3205  12.5802  21.105  0.0089  0.0025  0.0194
O  4.629  -2.1442  18.6214  0.0323  0.0036  0.1241
O  8.9589  8.6912  20.3027  0.0421  -0.0252  0.0255
O  10.9266  3.2564  13.9215  -0.0077  0.0236  -0.0046
O  6.733  15.1828  18.3664  -0.0349  -0.0006  -0.0084
O  -7.1836  1.9253  15.6575  0.0304  0.027  0.0146
O  6.2105  2.95  16.1615  -0.0731  -0.0276  0.0375
O  12.8644  12.814  17.7825  0.0363  0.0264  -0.0193
O  -2.4988  4.2952  16.2639  -0.0147  -0.0074  0.0135
O  2.7629  -2.5146  10.339  0.0146  0.0019  -0.1568
O  11.2111  -13.1951  11.0288  0.0216  -0.0166  -0.1028
O  10.4312  5.7592  13.0397  -0.0205  0.0368  -0.047
O  10.7243  2.1469  19.4673  0.0294  0.0432  0.0478
O  4.4609  -1.1722  21.0396  -0.0382  0.0596  0.0292
O  2.1482  -4.2378  16.5508  -0.0194  0.0138  -0.0088
O  -4.4813  8.0422  20.535  0.0018  -0.0138  0.0044
O  12.825  1.5188  13.0917  -0.0253  0.0523  -0.0188
O  -2.0829  10.2066  15.1924  -0.0187  0.0043  0.0262
O  1.9621  7.3044  12.5858  0.0268  -0.0047  -0.0414
O  8.361  12.652  10.6774  0.015  0.0753  -0.1381
O  6.3605  3.3445  11.4697  0.0214  -0.1014  -0.166
O  -7.0457  -0.029  14.0621  0.0713  0.0092  -0.0099
O  -2.2994  11.0683  19.1709  -0.003  -0.0377  0.0123
O  7.7732  11.4175  13.0121  -0.058  -0.0062  -0.0465
O  1.9425  5.6907  19.7049  -0.0509  0.016  -0.009
O  -0.2567  6.5897  20.6279  0.0049  0.0669  -0.0044
O  13.0054  -1.0267  12.4937  0.0621  -0.0342  -0.0435
O  -1.8985  7.2598  11.3264  0.0332  0.0505  -0.0451
O  -0.194  -5.5148  10.3761  -0.0608  0.051  -0.0835
O  9.8963  -2.2044  13.3362  -0.0408  -0.014  0.1361
O  21.2162  1.085  12.4462  -0.1154  0.0035  -0.105
O  9.9646  4.1037  21.2898  -0.0034  -0.0493  0.0511
O  1.4812  11.0532  19.7206  0.0348  0.0446  0.0346
O  -2.4201  -3.3241  15.435  0.0239  0.0054  -0.0109
O  -1.5692  4.2137  18.7396  -0.0088  0.0368  0.0368
O  2.3211  5.0783  11.0609  0.0453  0.0151  -0.0434
O  -9.0191  4.9796  13.7502  -0.0148  -0.0014  -0.0249
O  8.418  -9.0877  15.1964  -0.0175  -0.037  0.0344
O  -5.3893  -14.1876  14.0073  -0.0027  0.0143  -0.0265
O  -4.7035  -3.4153  16.6058  0.0309  0.0054  0.08
O  4.044  -5.2435  18.242  0.0001  -0.0252  0.0513
O  -13.5299  -4.594  21.5507  0.0089  -0.0774  0.0449
O  3.9594  -2.4632  15.9873  -0.0511  -0.0146  0.0015
O  4.1649  5.8269  12.6988  -0.0584  -0.04  -0.0297
O  4.035  4.3607  20.6908  0.0007  -0.0587  0.0881
O  4.3804  2.8485  18.0708  0.0586  0.04  0.0671
O  10.9734  8.2542  15.7174  -0.072  0.0106  -0.019
O  4.0912  -3.8928  20.5571  0.0076  -0.0098  0.0024
O  5.9721  -9.7165  9.933  0.018  -0.0333  -0.1084
O  -2.7877  -1.9764  17.734  -0.0175  0.0026  0.0282
O  12.4174  -2.6126  19.7604  -0.0308  -0.0053  0.0195
O  -2.3015  -6.3844  11.6244  0.0811  -0.021  -0.0996
O  2.2404  -1.3273  17.6163  0.0003  0.0012  0.0534
O  15.3859  -5.0704  15.6503  -0.0383  0.0148  0.0665
O  -2.7135  6.388  17.8594  0.0326  -0.0151  0.0584
O  14.8058  -10.2936  11.4855  0.1325  -0.0234  -0.1307
O  0.0821  -4.1531  18.0091  -0.0182  -0.0279  0.0237
O  10.6162  -1.2918  18.3805  -0.0626  -0.0408  -0.0239
O  -1.9556  -0.903  11.1674  -0.0596  0.0358  -0.0586
O  4.4759  10.7922  16.8664  0.0652  0.0961  -0.0259
O  8.251  2.3875  20.3963  0.0057  0.045  0.0839
O  6.6636  5.9426  12.3471  0.0375  0.021  -0.0564
O  6.2447  11.2978  15.1011  -0.0034  -0.0246  -0.0045
O  6.6169  1.5864  18.4497  -0.0419  -0.0015  0.0211
O  4.8011  -1.0911  9.6047  0.1167  0.03  -0.1316
O  5.1914  7.9678  11.4097  0.0111  0.1065  -0.0934
O  -10.9199  5.5237  15.5785  -0.0179  -0.0058  0.0381

Results
free energy: -164449.137 eV
free energy less fixed offsets of As -4856.12, O -568.88, Si -635.61 eV per atom: -2.917 eV

The program warned: the cutoff lies below the one the program advises for these potential files; the forces do not sum to zero within the program's tolerance; the exchange-correlation potential is rough where the density is thin.
